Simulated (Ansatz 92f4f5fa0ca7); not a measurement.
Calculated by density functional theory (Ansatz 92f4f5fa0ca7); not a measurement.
Periodic cell of 259 atoms, Si165O94, from a study of silicon, its oxide and their interface. The atomic structure is a simulated model.
Doubt: the cutoff is far below the 930 eV that the study's wrapper takes by default for these files, so forces and energies are approximate.
This geometry differs little from another in the collection (a relaxation step or a small displacement).

Settings
functional: PBE
potential files: Ansatz PAW
basis: plane waves
wave-function cutoff: 580 eV
density cutoff ratio: 5
exchange-correlation grid ratio: 1
k mesh: 1 x 1 x 1, Gamma-centred
self-consistency stop: 5e-08 eV per atom in the density residual
occupations: fixed
spin: none
net charge: 0

Cell vectors (angstrom)
a, 10.938, 0, 0
b, 0, 10.938, 0
c, 0, 0, 38.2213

Atoms and the computed forces on them: element, x, y, z (angstrom), force x, y, z (eV/angstrom)
Si, 0, 0, 0.683, 0.0076, 0.0209, -0.0058
Si, 5.469, 0, 0.683, 0.0368, 0.028, 0.0035
Si, 2.7345, 2.7345, 0.683, 0.0346, -0.0049, -0.006
Si, 8.2035, 2.7345, 0.683, 0.0192, -0.0545, -0.0107
Si, 0, 5.469, 0.683, 0.0121, -0.0236, -0.0052
Si, 5.469, 5.469, 0.683, -0.0002, 0.0051, 0.0054
Si, 2.7345, 8.2035, 0.683, 0.0094, -0.0032, -0.0073
Si, 8.2035, 8.2035, 0.683, -0.0199, 0.0294, -0.008
Si, 1.3673, 1.3673, 2.0503, -0.0042, -0.0222, 0.036
Si, 6.8362, 1.3673, 2.0503, 0.0491, 0.0038, -0.1218
Si, 4.1018, 4.1018, 2.0503, 0.0126, -0.0788, 0.007
Si, 9.5708, 4.1018, 2.0503, 0.0095, -0.0259, -0.1003
Si, 1.3673, 6.8362, 2.0503, 0.0132, -0.0599, -0.1352
Si, 6.8362, 6.8362, 2.0503, -0.0286, 0.0504, 0.0244
Si, 4.1018, 9.5708, 2.0503, -0.0175, -0.0364, -0.0969
Si, 9.5708, 9.5708, 2.0503, -0.0048, 0.0043, 0.0209
Si, 2.7345, 0, 36.1698, 0.1258, 0.0524, -0.0172
Si, 8.2035, 0, 36.1698, 0.1322, -0.0301, -0.0651
Si, 0, 2.7345, 36.1698, 0.0046, 0.0258, 0.0733
Si, 5.469, 2.7345, 36.1698, -0.1252, 0.0977, -0.06
Si, 2.7345, 5.469, 36.1698, -0.0493, 0.0405, 0.048
Si, 8.2035, 5.469, 36.1698, -0.054, 0.0717, -0.0786
Si, 0, 8.2035, 36.1698, -0.0125, -0.0947, -0.0935
Si, 5.469, 8.2035, 36.1698, -0.0523, 0.1127, 0.1327
Si, 4.1018, 1.3673, 37.5371, -0.0385, -0.0086, 0.016
Si, 9.5708, 1.3673, 37.5371, -0.0065, 0.0067, -0.0045
Si, 1.3673, 4.1018, 37.5371, -0.0217, 0.0082, 0.0108
Si, 6.8362, 4.1018, 37.5371, -0.019, 0.0121, -0.0028
Si, 4.1018, 6.8362, 37.5371, -0.0051, 0.0019, 0.0009
Si, 9.5708, 6.8362, 37.5371, 0.0038, -0.0082, 0.0145
Si, 1.3673, 9.5708, 37.5371, 0.0117, -0.0168, -0.0179
Si, 6.8362, 9.5708, 37.5371, -0.0434, 0.0267, 0.0008
Si, 0.7862, -0.5586, 27.9481, -0.0179, -0.0017, -0.0329
Si, 5.2851, 0.9488, 27.3707, 0.0259, -0.0517, 0.0198
Si, 2.7118, 2.65, 28.2542, 0.0402, 0.0456, -0.0212
Si, 8.6324, 4.6072, 26.6488, -0.1174, -0.0474, 0.092
Si, -0.981, 6.5103, 27.0987, -0.019, 0.1279, 0.0743
Si, 5.9127, 5.8365, 27.6747, 0.0439, 0.016, -0.0678
Si, 2.3938, 8.5005, 28.0417, 0.0488, -0.0348, 0.0573
Si, 8.4087, 8.2208, 27.7973, -0.0963, -0.2364, -0.0825
Si, 1.3106, 1.2418, 29.4043, -0.024, -0.0454, 0.0362
Si, 7.1606, 1.8672, 29.6381, 0.0677, -0.0258, -0.0322
Si, 4.0123, 4.0762, 29.531, 0.0221, -0.0518, 0.0009
Si, 8.9454, 3.5066, 29.5152, -0.0948, 0.0046, -0.113
Si, 1.214, 6.9316, 29.3218, 0.0038, -0.0402, -0.0388
Si, 6.9921, 7.0249, 29.3194, 0.0421, 0.1086, -0.067
Si, 4.1416, 9.6203, 29.1736, 0.0667, 0.0451, -0.0875
Si, 9.6816, 9.6975, 29.0999, 0.0733, 0.0014, 0.0596
Si, 2.854, 0.0417, 30.7033, -0.0105, -0.0702, -0.0731
Si, 8.2838, 0.0443, 30.6287, -0.049, -0.01, 0.0037
Si, -0.106, 2.6497, 30.6798, 0.0029, -0.0126, 0.0013
Si, 5.4546, 2.8241, 30.9259, -0.0669, 0.0368, -0.0639
Si, 2.6267, 5.5583, 30.6842, -0.0349, -0.012, -0.0319
Si, 8.1961, 5.4732, 30.6645, -0.0132, -0.0691, 0.0044
Si, -0.0831, 8.2906, 30.6978, 0.0034, 0.0634, -0.0574
Si, 5.4752, 8.2801, 30.615, 0.0144, -0.0248, -0.016
Si, 4.1121, 1.3684, 32.1589, 0.0484, 0.0437, 0.0629
Si, 9.5614, 1.3417, 32.1424, -0.0085, -0.0468, -0.0166
Si, 1.3036, 4.078, 32.0006, 0.0409, 0.0581, 0.0126
Si, 6.8293, 4.2288, 32.1717, 0.0477, 0.0055, 0.0093
Si, 4.067, 6.9176, 32.0107, 0.0281, -0.0263, 0.0302
Si, 9.5609, 6.8349, 32.034, 0.0112, 0.0246, 0.0845
Si, 1.4044, 9.606, 32.0209, -0.0584, 0.0165, 0.0624
Si, 6.8661, 9.6053, 31.9922, 0.0358, 0.0146, -0.016
Si, 0.0296, -0.008, 33.4543, -0.0003, -0.0066, -0.0062
Si, 5.5164, -0.0003, 33.4484, 0.0026, -0.035, -0.0129
Si, 2.6952, 2.7554, 33.4291, -0.011, -0.0094, 0.0085
Si, 8.1982, 2.7679, 33.4557, -0.0229, 0.0356, 0.0188
Si, -0.003, 5.4759, 33.413, 0.0032, -0.02, -0.0259
Si, 5.4123, 5.5547, 33.4618, -0.0362, 0.0443, 0.0088
Si, 2.7262, 8.238, 33.421, -0.0047, -0.0103, 0.0214
Si, 8.1855, 8.2039, 33.3956, -0.0085, 0.0065, 0.02
Si, 1.3692, 1.3739, 34.8154, -0.0093, -0.0039, 0.008
Si, 6.8476, 1.3831, 34.8145, 0.017, 0.0036, 0.0112
Si, 4.083, 4.1155, 34.796, 0.0199, -0.0085, 0.004
Si, 9.5832, 4.1129, 34.8049, 0.0042, 0.0157, 0.0196
Si, 1.3772, 6.8367, 34.7872, -0.0036, 0.0303, 0.0049
Si, 6.8307, 6.8659, 34.8086, 0.0029, -0.0149, 0.0129
Si, 4.1148, 9.5766, 34.7963, -0.0012, 0.0024, 0.0182
Si, 9.5721, 9.5552, 34.7882, -0.0121, 0.0028, -0.0041
Si, 2.74, -0.0074, 3.4136, 0.0005, 0.0008, -0.0048
Si, 8.194, -0.0003, 3.4167, 0.0012, -0.0144, -0.0028
Si, -0.0057, 2.7352, 3.417, 0.0136, 0.0003, -0.0057
Si, 5.4904, 2.7363, 3.4126, 0.0087, 0.0134, 0.0041
Si, 2.7233, 5.4582, 3.4093, 0.0071, -0.0059, -0.0063
Si, 8.2121, 5.4706, 3.4053, -0.0156, 0.008, -0.0008
Si, 0.0003, 8.1876, 3.406, -0.0084, 0.0038, -0.0032
Si, 5.4492, 8.1961, 3.4225, -0.0072, -0.0147, 0.0029
Si, 4.1431, 1.3428, 4.7574, 0.0108, -0.0156, 0.0097
Si, 9.5549, 1.3773, 4.7777, -0.0096, -0.004, -0.0168
Si, 1.3684, 4.0957, 4.7848, -0.0031, -0.0134, 0.0051
Si, 6.8494, 4.1235, 4.7792, 0.0032, 0.0114, -0.0173
Si, 4.0816, 6.8048, 4.7865, -0.0016, 0.0145, -0.0078
Si, 9.5861, 6.8131, 4.7749, 0.006, -0.007, 0.0022
Si, 1.3807, 9.5319, 4.7617, 0.007, 0.024, -0.0117
Si, 6.8233, 9.5642, 4.7763, 0.0036, 0.006, 0.0148
Si, -0.0049, -0.0331, 6.0681, 0.0171, -0.0199, 0.0181
Si, 5.473, -0.0181, 6.1809, 0.0059, -0.0093, -0.0743
Si, 2.7922, 2.7251, 6.0799, 0.0016, 0.0259, -0.0304
Si, 8.2169, 2.7831, 6.1575, -0.0187, -0.0057, -0.0161
Si, 0.0031, 5.4557, 6.1811, 0.0207, 0.0098, -0.0131
Si, 5.4699, 5.465, 6.1552, -0.0016, -0.0037, -0.0306
Si, 2.7036, 8.1397, 6.1674, 0.0142, -0.0101, -0.0143
Si, 8.1841, 8.1608, 6.0963, -0.0304, 0.0088, -0.0147
Si, 1.4578, 1.2899, 7.348, 0.0023, -0.0159, 0.0589
Si, 6.8153, 1.4425, 7.4948, 0.036, -0.0003, 0.0224
Si, 4.1078, 4.0853, 7.503, 0.0226, -0.0235, 0.1337
Si, 9.6151, 4.089, 7.5796, -0.0333, 0.037, -0.0497
Si, 1.3192, 6.8193, 7.6041, 0.0487, -0.0479, -0.0263
Si, 6.855, 6.8146, 7.5152, -0.0103, 0.0264, 0.0777
Si, 4.1315, 9.4562, 7.5003, -0.0156, 0.0049, 0.0198
Si, 9.5338, 9.5457, 7.4104, 0.0037, 0.0177, 0.1085
Si, 2.6202, -0.2319, 8.7518, -0.0456, -0.0419, 0.0078
Si, 8.339, 0.1707, 8.7208, 0.0026, -0.0275, -0.0265
Si, 0.2229, 2.6961, 8.7225, 0.0842, -0.0621, 0.002
Si, 5.4696, 2.7611, 8.9562, -0.0599, 0.0558, 0.0016
Si, 2.7753, 5.457, 8.9151, -0.0174, -0.0564, -0.0776
Si, 8.1793, 5.4417, 8.9319, -0.0124, 0.0598, -0.0527
Si, -0.1906, 8.1567, 8.8844, -0.0787, 0.0801, 0.0382
Si, 5.4885, 8.1451, 8.9495, 0.0405, -0.012, -0.035
Si, 4.0831, 1.7804, 10.6143, 0.0438, 0.0697, 0.0052
Si, 10.0047, 1.177, 10.0041, 0.0279, -0.0255, 0.1594
Si, 1.6983, 3.802, 10.1514, 0.053, -0.0718, 0.1115
Si, 6.6257, 4.314, 10.2751, -0.1512, -0.0455, 0.0473
Si, 4.3848, 6.5444, 10.2328, 0.1617, -0.0364, 0.0874
Si, 9.1381, 7.0983, 10.2685, -0.0856, 0.1047, 0.0525
Si, 1.0224, 9.6909, 10.1332, -0.0353, 0.057, -0.0742
Si, 6.7725, 9.2131, 10.6377, 0.0388, -0.0598, 0.0349
O, 10.7778, 7.0687, 25.7743, 0.0028, 0.008, 0.0252
O, 3.8404, 1.6209, 27.6516, 0.0199, -0.0142, 0.0227
O, 8.0001, 8.1317, 10.9264, 0.0145, 0.0119, -0.043
O, 2.8388, 2.8348, 10.8953, -0.0589, 0.0069, -0.055
O, 8.7481, 3.7775, 25.2488, 0.0076, 0.0086, 0.0332
O, 0.9391, 10.9737, 26.4057, 0.0062, -0.0009, 0.0257
O, 5.4962, 5.4301, 10.7859, -0.0157, 0.0222, -0.0552
O, 0.0233, -0.0245, 10.6519, -0.0238, 0.0536, -0.027
O, 7.2466, 3.5996, 11.6364, 0.0747, -0.0467, 0.0235
O, 6.0394, 9.7925, 12.0115, 0.0193, 0.0168, -0.0454
O, 9.8766, 6.4244, 11.5651, 0.0031, 0.0037, -0.0576
O, 1.769, 9.0796, 11.4694, 0.0004, -0.0131, -0.0094
O, 4.7711, 1.3168, 12.0312, -0.022, -0.0066, -0.0308
O, 0.6662, 4.3633, 11.3002, 0.0528, -0.0144, -0.077
O, 9.3226, 1.9815, 11.2537, -0.0251, -0.0495, -0.0539
O, 3.8076, 7.3231, 11.5694, -0.0253, 0.0034, -0.0271
O, 7.5901, 8.8239, 26.4379, 0.024, 0.0186, 0.055
O, 6.5993, 1.6029, 28.0882, -0.0625, 0.0028, 0.0033
O, 5.0162, 6.8745, 26.7721, -0.0229, -0.0142, 0.0276
O, 2.0251, 3.5221, 27.0247, -0.0033, -0.0046, 0.0366
O, 11.0731, -4.7968, 28.2832, -0.0333, 0.0092, -0.019
O, -1.8591, 3.5791, 27.8556, -0.0037, 0.0943, -0.0192
O, 4.9146, 15.6402, 28.2852, 0.0133, 0.0117, -0.0018
O, 5.5342, 12.1551, 25.7667, 0.0121, -0.0137, 0.0924
Si, 7.9268, 3.431, 23.879, -0.0476, -0.0354, -0.0437
Si, 3.4841, 7.2485, 26.2955, 0.0241, -0.0119, -0.0171
Si, -1.6164, 9.8983, 20.9002, 0.0007, -0.0019, 0.0299
Si, 14.3225, 3.0751, 17.9665, -0.0142, 0.0115, 0.0049
Si, 5.9494, -0.1064, 15.8464, -0.0097, 0.0014, 0.0044
Si, 10.0708, 4.8833, 17.0909, 0.0143, 0.0052, -0.0214
Si, 3.3295, 5.4892, 16.2083, -0.0166, 0.0033, -0.0056
Si, 2.6852, 4.2126, 25.6962, -0.0009, 0.0185, -0.0214
Si, 4.5574, 8.5446, 23.6913, 0.007, 0.0387, -0.0156
Si, 10.4257, 7.8855, 24.4117, 0.006, 0.0028, -0.0031
Si, 8.16, 2.4044, 12.2983, 0.0571, 0.0306, -0.0202
Si, 4.38, 9.6436, 18.2759, 0.0066, 0.0103, -0.0099
Si, 10.052, 3.7403, 14.4183, -0.0199, -0.0193, 0.0387
Si, 7.6436, 8.3886, 16.6924, -0.0012, 0.0107, 0.0069
Si, 9.5749, 4.5507, 21.7298, 0.002, 0.0058, 0.0077
Si, 13.2023, 1.8374, 20.7149, 0.0216, -0.0153, 0.0237
Si, 6.7107, 9.0168, 19.6917, 0.0142, 0.0132, -0.0114
Si, 5.8618, 11.265, 12.7604, 0.0202, 0.009, 0.0329
Si, 10.8014, 11.7758, 18.986, 0.015, -0.0019, 0.0099
Si, 13.931, 6.6352, 21.5843, -0.006, 0.0096, 0.0159
Si, 0.7041, -0.1164, 24.8015, 0.0134, 0.0102, -0.0442
Si, 6.1927, 5.572, 16.8003, -0.0116, 0.0007, -0.0073
Si, 5.0847, 13.3766, 24.7437, -0.0208, -0.0061, -0.0913
Si, 5.0121, 6.8485, 19.2852, -0.0163, 0.0093, 0.0017
Si, 11.1246, 5.6183, 12.2123, -0.011, -0.0134, 0.0504
Si, -1.932, 11.4764, 23.6002, -0.0037, 0.0007, -0.0078
Si, 7.5655, 8.9659, 24.7915, 0.0282, -0.0199, -0.026
Si, 1.465, 3.4105, 15.9726, -0.0238, 0.0131, -0.0158
Si, 1.5633, 4.0849, 22.8445, 0.016, -0.0094, -0.0204
Si, 2.452, 7.8549, 12.295, 0.0001, 0.014, 0.0257
Si, -0.3324, 7.9175, 16.5842, 0.0014, -0.0266, 0.005
Si, 2.1023, 8.2149, 15.257, -0.0067, -0.0118, 0.0159
Si, -0.0042, 7.2054, 21.5254, 0.0045, 0.0085, 0.0039
Si, 3.3877, 0.4557, 23.0373, 0.0326, -0.0094, -0.0039
Si, 12.5334, 9.9083, 17.5175, 0.0041, -0.02, -0.0112
Si, 8.8484, 3.1418, 19.0718, 0.0072, 0.0158, 0.0088
Si, 6.4453, 2.5978, 17.3456, -0.0027, -0.0158, -0.0164
O, 7.3761, 2.5431, 18.6999, -0.0012, -0.0008, 0.0118
O, 4.8956, 2.5394, 17.806, 0.0059, -0.0024, 0.0061
O, 10.9752, 7.0393, 23.151, -0.014, 0.0071, 0.0217
O, 4, 7.5568, 22.5005, -0.0151, -0.0276, -0.0027
O, 5.4585, 10.0679, 19.4444, 0.0018, -0.0143, 0.0038
O, -0.9395, 5.9578, 20.9847, -0.0038, -0.0064, 0.0075
O, 2.8119, 8.3532, 13.8048, -0.0019, -0.0103, -0.016
O, 2.446, 4.5158, 15.2181, 0.0034, -0.0009, 0.0171
O, 13.6513, 6.9938, 16.1627, 0.0062, -0.0055, -0.0066
O, 10.9044, 4.1451, 22.5704, -0.006, -0.0019, 0.0065
O, 13.4652, 5.3418, 22.4515, -0.0001, -0.0014, 0.0052
O, 6.1141, 7.5959, 20.2424, 0.0025, -0.001, -0.0026
O, 9.096, 4.5686, 18.34, -0.0129, -0.0077, 0.0028
O, 11.5067, 8.6513, 17.7452, -0.0057, 0.0067, 0.0059
O, 7.472, 8.7508, 18.2725, 0.0024, -0.002, 0.0146
O, 9.1928, 8.6334, 16.2894, 0.0005, -0.0126, 0.0048
O, 7.1899, 6.824, 16.4125, -0.008, -0.0113, -0.0015
O, 8.3093, 4.5985, 22.7825, 0.014, 0.0121, 0.007
O, 4.465, 7.9915, 18.2133, -0.0024, -0.01, 0.0056
O, 6.7473, 4.0371, 16.6035, 0.0007, 0.0076, 0.0005
O, 7.7281, 9.5859, 20.8019, -0.0058, 0.0006, -0.0056
O, 1.5707, 7.2918, 21.0563, 0.0004, -0.0041, 0.0019
O, 9.7736, 10.6493, 19.5397, -0.0046, -0.0026, -0.0107
O, 8.9188, 2.9153, 13.6364, -0.0153, -0.0122, -0.0761
O, 13.3842, 2.38, 16.789, -0.0035, -0.0032, -0.0006
O, 1.7263, 3.8392, 24.4394, -0.019, 0, -0.0025
O, 6.1578, 8.4484, 24.1074, 0.0008, -0.0058, 0.0227
O, 2.2536, 9.6576, 16.0331, -0.0063, -0.001, 0.0065
O, 2.9445, 2.6366, 19.4669, 0.0089, 0.0029, -0.0149
O, 10.3125, 6.4602, 17.1728, 0.0041, 0.0182, 0.0009
O, 7.2887, 1.1137, 12.7373, -0.0204, -0.0122, -0.0252
O, 11.4278, 7.917, 15.162, 0.0123, -0.0055, 0.0188
O, -1.4156, 10.8184, 22.2093, 0.0006, -0.0097, -0.0067
O, 8.806, 8.0486, 24.2216, 0.0173, 0.0001, 0.0339
O, 0.3064, 9.2851, 24.4384, -0.026, -0.0307, 0.0244
O, 2.8201, 10.0093, 18.6061, -0.0028, -0.001, 0.0002
O, 9.1195, 3.4093, 20.649, -0.0104, -0.0087, -0.006
O, 3.1075, 0.6227, 21.4255, -0.0178, 0.0124, -0.0147
O, 10.2127, 8.5593, 21.0383, -0.0097, -0.0018, -0.002
O, 5.7635, 5.7144, 18.3858, 0.001, 0.0003, 0.0126
O, 4.7639, 10.4231, 16.897, 0.0106, -0.0058, -0.0103
O, 5.4036, 0.1299, 14.3199, -0.004, -0.0069, -0.0137
O, 7.9075, 10.5152, 24.3586, 0.023, -0.0019, 0.0122
O, 0.5872, 4.1522, 17.1506, 0.0064, -0.0021, 0.0025
O, 8.364, 1.9831, 23.2821, 0.0136, 0.0047, 0.0412
O, 3.6334, 8.2317, 25.002, -0.0069, -0.0148, 0.0231
O, 3.2812, 4.7095, 17.6818, 0.0146, -0.003, 0.0195
O, 6.6882, 1.2763, 16.386, 0.0002, 0.003, 0.0133
O, 0.6934, 11.249, 17.6865, -0.004, 0.0054, 0.0018
O, 6.8898, 9.4991, 15.7702, -0.0011, -0.006, 0.0047
O, 4.2974, 10.0648, 23.2073, -0.006, -0.0157, 0.022
O, 0.8424, 1.2422, 20.2151, -0.0125, -0.0091, -0.0108
O, 2.0157, 11.2602, 23.9382, -0.0357, -0.0022, 0.0394
O, 10.6133, 5.0281, 13.6158, 0.0187, 0.0239, -0.0386
O, 9.9438, 13.0409, 18.4717, -0.0049, -0.005, -0.0048
O, 4.2592, 1.7409, 23.5308, -0.0001, 0.0071, 0.0317
O, 9.3385, 4.3725, 15.7336, 0.008, 0.0026, -0.0002
O, 4.8962, 5.6571, 15.7971, 0.0062, -0.0037, 0.0065
O, 1.4351, 6.6082, 12.4281, -0.0081, -0.0039, -0.0216
O, 6.3284, 3.3063, 24.1468, 0.033, 0.0075, 0.0299
O, 10.3479, 11.7549, 24.4843, -0.0122, -0.0126, 0.0112
O, 2.7509, 5.8358, 25.8875, -0.0065, 0.0042, 0.0314
O, -7.0909, 6.2326, 20.2424, 0.0075, -0.0026, -0.0127
O, 13.0177, 2.8583, 21.9446, -0.0052, 0.0034, 0.0171
O, 4.1676, 3.5783, 25.4651, 0.0229, 0.0132, 0.032
O, 11.3468, 2.8046, 14.8747, 0.0117, 0.0148, 0.0161
O, 3.5285, 0.3895, 9.9899, 0.0007, 0.0524, -0.0079
O, 5.1055, 10.3542, 27.975, -0.0474, 0.0777, 0.0256
O, -3.8909, 16.0367, 26.7333, 0.0513, -0.0133, 0.1178
O, -14.4813, -11.314, 9.9717, -0.0079, -0.0377, 0.0172

Results
free energy: -158352.725 eV
free energy less fixed offsets of O -568.88, Si -635.61 eV per atom: -2.355 eV

The program warned: the cutoff lies below the one the program advises for these potential files; the forces do not sum to zero within the program's tolerance; the exchange-correlation potential is rough where the density is thin.
